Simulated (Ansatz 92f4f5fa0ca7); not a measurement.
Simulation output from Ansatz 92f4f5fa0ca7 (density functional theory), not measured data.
Periodic cell of 223 atoms, Si133O90, from a study of silicon, its oxide and their interface. The atomic structure is a simulated model.
Doubt: the cutoff is far below the 930 eV that the study's wrapper takes by default for these files, so forces and energies are approximate.
This geometry differs little from another in the collection (a relaxation step or a small displacement).

Settings: functional PBE; potential files Ansatz PAW; basis plane waves; wave-function cutoff 580 eV; density cutoff ratio 5; exchange-correlation grid ratio 1; k mesh 1 x 1 x 1, Gamma-centred; self-consistency stop 5e-08 eV per atom in the density residual; occupations fixed; spin none; net charge 0.

Cell vectors (angstrom)
a	10.938	0	0
b	0	10.938	0
c	0	0	32.4021

Atoms and the computed forces on them: element, x, y, z (angstrom), force x, y, z (eV/angstrom)
Si	10.6799	0.2621	24.9273	0.0011	0.0058	-0.0048
Si	5.1959	0.1831	24.8907	-0.0166	-0.0052	-0.0328
Si	3.0016	2.4977	25.0102	0.0069	-0.0006	-0.0202
Si	8.4184	2.4902	24.9652	0.0056	-0.0001	-0.0294
Si	10.5471	5.6619	24.9921	-0.0192	-0.0017	-0.0263
Si	5.1705	5.6496	24.8708	0.0058	0.0038	-0.0329
Si	3.0774	8.0797	24.9546	0.0237	0.0103	-0.0172
Si	8.3253	7.9236	24.8283	-0.0011	-0.0126	-0.0124
Si	1.3487	1.3647	26.2602	-0.0078	0.0004	0.0092
Si	6.8114	1.3247	26.2149	0.0083	0.0007	0.0195
Si	4.1044	4.1025	26.3061	-0.0049	-0.0072	0.0155
Si	9.4942	4.0882	26.3515	0.0065	0.0004	0.016
Si	1.3465	6.868	26.1175	-0.0084	0.0045	0.0174
Si	6.7945	6.7838	26.2047	0.0103	-0.0006	0.0077
Si	4.1581	9.5785	26.3577	-0.0067	-0.0035	0.0127
Si	9.5112	9.5443	26.1569	0.008	0.0033	0.0081
Si	2.7112	-0.006	27.6389	0.0114	0	-0.0039
Si	8.183	-0.0317	27.5939	-0.0003	0.0036	-0.0043
Si	0.0131	2.7516	27.641	-0.0059	-0.0054	-0.0085
Si	5.5053	2.736	27.6222	-0.0054	-0.0011	-0.0011
Si	2.6815	5.4918	27.5884	0.0105	-0.0002	0.0047
Si	8.1436	5.4729	27.6513	-0.0017	0.0072	-0.0103
Si	0.0017	8.2243	27.56	-0.0084	-0.0036	-0.0034
Si	5.521	8.1851	27.6434	-0.005	0.0042	-0.0057
Si	4.1018	1.3673	28.9839	0.0128	0.0961	-0.0715
Si	9.5708	1.3673	28.9839	-0.0634	-0.1467	-0.1897
Si	1.3673	4.1018	28.9839	0.0258	0.1996	0.17
Si	6.8362	4.1018	28.9839	-0.1247	-0.0817	0.4553
Si	4.1018	6.8362	28.9839	-0.1225	-0.0393	-0.1692
Si	9.5708	6.8362	28.9839	0.0351	0.1315	-0.2717
Si	1.3673	9.5708	28.9839	-0.1994	-0.1113	0.0444
Si	6.8362	9.5708	28.9839	0.2274	-0.0849	0.2808
Si	0	0	30.3511	-0.035	-0.06	-0.0123
Si	5.469	0	30.3511	-0.0188	-0.0337	-0.0249
Si	2.7345	2.7345	30.3511	0.0643	0.0574	-0.0147
Si	8.2035	2.7345	30.3511	-0.0163	0.0352	-0.0115
Si	0	5.469	30.3511	0.0202	-0.0422	-0.0229
Si	5.469	5.469	30.3511	-0.0885	-0.1393	0.0064
Si	2.7345	8.2035	30.3511	-0.0112	-0.0174	-0.0333
Si	8.2035	8.2035	30.3511	0.0487	0.1043	0.0217
Si	1.3673	1.3673	31.7184	-0.0073	0.0165	-0.0444
Si	6.8362	1.3673	31.7184	0.0109	0.0047	-0.0164
Si	4.1018	4.1018	31.7184	-0.0077	0.0288	-0.0074
Si	9.5708	4.1018	31.7184	0.0088	-0.0021	-0.0048
Si	1.3673	6.8362	31.7184	-0.0013	0.0122	-0.0119
Si	6.8362	6.8362	31.7184	-0.0006	-0.014	-0.0467
Si	4.1018	9.5708	31.7184	-0.0242	0.008	-0.0138
Si	9.5708	9.5708	31.7184	0.0114	-0.0106	-0.0067
Si	2.7345	0	0.6835	-0.0185	0.0174	0.0164
Si	8.2035	0	0.6835	0.0322	-0.0578	0.0098
Si	0	2.7345	0.6835	0.0404	-0.017	0.023
Si	5.469	2.7345	0.6835	-0.0356	0.0317	0.0128
Si	2.7345	5.469	0.6835	0.0128	-0.0557	0.0134
Si	8.2035	5.469	0.6835	-0.0292	0.0073	0.0197
Si	0	8.2035	0.6835	-0.0108	0.0292	0.0175
Si	5.469	8.2035	0.6835	0.0237	-0.0055	0.0217
Si	4.1018	1.3673	2.0507	0.0279	-0.0071	0.0135
Si	9.5708	1.3673	2.0507	-0.0262	0.053	0.0076
Si	1.3673	4.1018	2.0507	-0.0071	0.0592	0.0153
Si	6.8362	4.1018	2.0507	-0.004	-0.0365	0.0127
Si	4.1018	6.8362	2.0507	-0.0658	0.0089	0.0122
Si	9.5708	6.8362	2.0507	0.0479	-0.034	-0.0082
Si	1.3673	9.5708	2.0507	0.0539	-0.0155	0.004
Si	6.8362	9.5708	2.0507	-0.0028	0.0688	0.0048
Si	0	0	3.418	-0.0188	-0.0165	0.2618
Si	5.469	0	3.418	0.2223	0.1319	-0.2443
Si	2.7345	2.7345	3.418	0.0444	-0.0211	0.1058
Si	8.2035	2.7345	3.418	0.0102	-0.1263	-0.1239
Si	0	5.469	3.418	-0.1663	-0.05	-0.4523
Si	5.469	5.469	3.418	0.08	-0.0453	0.1908
Si	2.7345	8.2035	3.418	0.0471	0.0919	-0.3402
Si	8.2035	8.2035	3.418	0.0137	0.0455	0.221
Si	1.3755	1.3703	4.8051	0.0013	-0.0018	-0.0024
Si	6.8622	1.3494	4.797	0.0033	-0.0042	0.003
Si	4.1231	4.0795	4.8031	-0.0042	0.0043	-0.0036
Si	9.5696	4.1046	4.7529	-0.0032	0.0008	0.004
Si	1.3367	6.8543	4.7188	-0.0032	0.0106	-0.002
Si	6.8525	6.8272	4.812	-0.0009	0.0013	-0.0023
Si	4.1374	9.5614	4.736	0.0021	-0.008	0.0042
Si	9.5575	9.5822	4.8281	0.0032	-0.0009	-0.0027
Si	2.8203	0.0015	6.1027	0.0029	-0.0062	-0.0012
Si	8.2033	0.0006	6.257	-0.0101	0.0046	0.0017
Si	-0.0155	2.7646	6.1418	-0.0073	0.0066	-0.0013
Si	5.5358	2.7329	6.1925	0.0066	-0.0057	0.0006
Si	2.7013	5.5016	6.044	0.0005	-0.0039	0.0005
Si	8.241	5.455	6.1703	0.007	-0.0099	0.0006
Si	0.0025	8.1829	6.1465	0.0049	-0.0057	0.0007
Si	5.4934	8.2316	6.1476	-0.0055	0.0119	-0.0022
Si	4.4333	1.0821	7.4651	0.0052	-0.0081	0.0204
Si	9.345	1.6724	7.5136	-0.0036	0.0066	0.0099
Si	1.1529	4.3795	7.3976	-0.0007	0.0038	0.0211
Si	7.1055	3.9121	7.5503	0.0084	0.0035	0.0108
Si	3.827	7.0919	7.3332	-0.0018	0.0058	0.0468
Si	9.8339	6.5744	7.5051	0.0032	-0.0041	0.0012
Si	1.6586	9.3399	7.3428	0.0086	-0.0072	0.0178
Si	6.6244	9.7326	7.5992	-0.0074	0.0022	0.0002
O	9.4622	6.7811	24.3988	-0.0009	-0.0065	0.0129
O	4.0647	1.3342	24.4628	-0.0049	0	0.0128
O	4.1303	6.8863	24.4354	0.0007	0.004	0.0142
O	9.5722	1.4059	24.4508	-0.001	0.0002	0.01
O	5.5057	-0.0557	8.0389	-0.0075	0.0062	-0.006
O	0.0438	5.472	7.9833	0.0022	-0.0037	-0.0046
O	8.2172	2.776	8.0472	0.0011	-0.0019	-0.0051
O	2.7339	8.2055	7.8985	0.0028	-0.0006	-0.011
O	1.0362	10.1126	8.6407	0.005	-0.0073	-0.0117
O	9.1232	7.1409	8.8857	0.0052	-0.0052	-0.0014
O	4.4624	6.3564	8.64	-0.0116	0.0065	-0.0295
O	10.1148	1.1017	8.8596	-0.0069	0.004	-0.0039
O	1.9337	3.712	8.6734	-0.0069	0.0079	-0.0123
O	6.5051	4.6596	8.908	0.0062	-0.0068	-0.0053
O	3.7852	1.7819	8.7984	0.0073	-0.0061	-0.0088
O	7.1788	8.9752	8.9818	-0.0037	0.0056	-0.0035
O	2.7556	9.1793	23.7239	0.0068	-0.0071	0.0077
O	0.4573	10.6301	23.555	-0.0045	0.0011	0.0025
O	5.6948	4.868	23.5014	-0.0116	0.0113	0.0184
O	5.7598	10.409	23.5024	-0.008	0.0144	0.0213
O	7.5629	8.4499	23.4491	0.0097	-0.0058	0.0156
O	7.7322	3.1441	23.6252	0.0063	-0.0077	0.0175
O	2.4301	3.3522	23.7251	0.0096	-0.0079	0.0082
O	0.0395	4.6541	23.7502	-0.0044	0.0098	0.0156
Si	1.3494	8.3755	13.8652	0.0015	-0.0012	-0.0032
Si	3.0878	3.018	9.5792	-0.0046	-0.0026	-0.0114
Si	1.4927	9.6575	22.7752	-0.0044	0.0007	0.0052
Si	1.3764	4.265	22.9058	-0.0092	-0.006	0.007
Si	4.755	2.3701	16.1505	-0.001	-0.0016	-0.0045
Si	10.8801	4.7323	15.5459	-0.0042	0.0012	0.0005
Si	5.1363	2.0545	20.5455	0.0002	0.0017	0.0034
Si	8.5311	8.4052	9.7359	0.0002	0	-0.0092
Si	0.3525	0.2269	12.5541	-0.0004	-0.0038	0.0006
Si	5.1997	5.3312	9.6428	-0.0041	0.0131	-0.013
Si	4.3038	8.2358	20.616	-0.0034	-0.003	-0.0029
Si	7.3635	10.8365	19.9281	0.0045	0.0023	0.0028
Si	5.8659	3.9689	18.3727	0.0031	0.0052	-0.001
Si	9.9129	1.0033	18.9386	-0.0004	-0.0024	-0.0039
Si	9.7465	7.5247	15.4472	0.002	-0.0015	-0.003
Si	8.5623	0.2846	14.0515	-0.0029	0.0021	-0.0027
Si	2.3591	0.5395	17.1292	-0.0007	-0.0013	-0.0077
Si	4.3753	3.8845	13.6567	0.0033	-0.004	-0.0005
Si	1.5219	7.0057	21.6981	-0.0039	-0.0004	-0.0051
Si	6.4753	9.2811	22.5497	0.0037	-0.0002	-0.0003
Si	6.0047	9.4732	13.8094	-0.0013	0.0047	-0.0016
Si	3.7126	8.8356	15.7786	-0.0006	0.0024	-0.003
Si	8.2913	4.6001	20.1421	0.0084	0.0147	0.0057
Si	9.1246	9.2397	18.1363	0.0021	0.0014	-0.0026
Si	6.6073	3.8014	22.6548	0.0034	-0.0004	0.0045
Si	0.2244	3.1929	20.2138	-0.0039	0.0048	0.0019
Si	10.2127	6.8278	19.5525	-0.005	-0.0103	-0.0106
Si	10.3578	1.7323	16.2441	0.0023	-0.0009	-0.0004
Si	5.9327	1.3562	13.6062	0.0009	-0.0001	-0.0035
Si	8.6569	6.9369	12.5467	0.0033	-0.0011	-0.0014
Si	5.8375	6.4534	12.5272	-0.0007	0.0034	-0.001
Si	1.3149	5.2582	18.1012	-0.0029	0.0136	0.009
Si	1.7254	3.0159	12.2156	-0.0029	0.0047	-0.0058
Si	4.2074	6.5762	18.0812	-0.0048	-0.0002	-0.0035
Si	0.4651	5.7012	12.6159	0.0041	0.0047	-0.0082
Si	10.767	10.706	9.537	0.0079	0.003	-0.0119
Si	2.9506	-0.0172	20.2149	-0.0004	0.0011	-0.0009
O	7.5666	1.4941	13.5639	0.0011	-0.0006	0.0053
O	5.779	8.0584	12.969	0.0008	-0.0038	0.0028
O	4.0052	7.6458	16.8664	0.0006	-0.0047	0.0089
O	1.1511	9.8979	13.2529	-0.0013	0.0047	0.0024
O	4.0851	9.7504	20.0518	-0.0007	0.0011	0
O	10.1502	10.5214	18.1458	-0.0027	-0.003	0.0021
O	0.9814	4.421	11.7174	0.0009	-0.0032	0.0062
O	9.664	2.0433	17.6996	-0.0006	0.0027	0.0027
O	3.6763	1.3537	20.7379	-0.0009	0.0019	0.0004
O	2.2702	0.2185	18.7411	0.0016	-0.0007	0.0102
O	7.4052	4.1343	18.864	-0.0042	0.0035	0.0074
O	9.7935	8.3668	19.3427	0.0034	-0.0162	0.0004
O	10.3282	3.1962	15.5057	-0.0009	-0.0021	0.0009
O	9.3923	0.6935	15.409	-0.0002	-0.0012	0.0006
O	1.0771	3.987	19.0823	-0.0013	0.0081	-0.0004
O	4.1838	4.1276	10.0637	0.0006	0.0005	0.0092
O	0.0889	6.3347	18.2331	-0.0039	-0.0114	0.0324
O	7.5668	9.9021	14.2139	0.0003	-0.0004	0.0036
O	8.68	0.8572	19.9838	-0.006	-0.0004	0.0001
O	2.879	10.0951	16.4164	-0.0006	0.0019	0.004
O	2.8495	3.5533	13.248	-0.0017	-0.0005	0.0023
O	1.9213	10.4282	21.397	-0.0029	-0.0039	0.0053
O	9.1011	8.4164	16.6984	-0.0003	0.0006	0.0052
O	5.2488	5.3568	17.7633	-0.0005	-0.0042	0.0058
O	5.7212	2.588	21.9851	-0.0003	0.0005	0.0001
O	2.4024	2.3659	10.8925	0.0037	0.0015	0.0013
O	9.6051	9.606	9.7237	-0.0012	-0.0006	0.0094
O	8.7959	6.1089	19.8453	0.0196	-0.0101	0.0013
O	0.2024	1.6024	19.8333	0.0026	0.0031	0.0027
O	0.9673	3.3687	21.6309	0.0008	0.0034	-0.0018
O	1.2205	7.1832	12.7083	-0.0001	-0.0007	0.0052
O	9.6081	3.6688	20.3179	-0.0028	0.0109	-0.005
O	0.5381	5.0814	14.0999	0.002	0.0029	0.0027
O	0.8905	1.7604	12.9238	0.0009	0.0009	0.0026
O	5.5725	6.2517	10.9307	-0.0033	-0.007	-0.0059
O	5.8827	2.8235	17.2228	0.0007	0.0028	0.0056
O	9.901	6.0059	12.0739	-0.0055	0.0005	0.0055
O	5.168	9.293	15.201	0.0027	0	0.0001
O	6.1016	0.9341	19.813	-0.0022	-0.0006	0.001
O	4.4012	3.7063	15.2771	-0.0006	0.0022	0.0017
O	4.8507	7.3169	19.3917	-0.0014	0.0027	0.0039
O	7.3782	4.6233	21.4828	0.0058	-0.0021	-0.0134
O	7.2643	10.0086	21.3241	-0.0046	-0.0018	0.0026
O	0.337	6.4762	20.7313	0.0006	0.0035	-0.0057
O	1.2233	4.7705	16.5579	0.0042	0.0031	0.0092
O	7.3694	5.9718	12.8134	0.0015	0.003	0.0018
O	2.8391	8.2632	14.5175	-0.0023	0.0008	0.0017
O	0.5046	0.1169	10.9528	-0.0035	-0.0014	-0.0017
O	9.7635	5.9167	15.8487	0.0024	0.0026	0.0016
O	5.4888	10.8218	12.9725	-0.0001	-0.0002	0.0062
O	0.9352	1.085	16.4793	-0.0032	0.0017	0.0029
O	7.6347	9.7978	18.6447	0.0001	0	0.002
O	8.9728	7.6512	13.9953	-0.003	-0.0019	-0.0019
O	3.4541	1.7328	16.8918	0.0029	0.0028	0.0036
O	8.3031	7.972	11.3059	0.0011	0.0015	0.002
O	5.4215	1.2687	15.1611	0.0009	0.0012	0.002
O	9.7075	10.9857	12.9193	0.0026	0.0004	0.0032
O	4.9579	3.3891	19.6091	0.0017	-0.0027	0.0024
O	4.824	5.4229	13.3084	0.0007	0.0022	0.0031
O	2.7495	5.9298	18.4342	-0.0142	-0.0036	-0.0027
O	5.321	2.7221	12.9396	-0.0018	0.0023	0.0055
O	5.3607	8.2764	21.8678	0.0044	0.0006	0.0046
O	0.3035	8.1144	15.1142	-0.0011	0.0004	0.0024
O	2.85	7.6309	21.0208	-0.0034	-0.0013	0.0018
O	0.7583	8.2176	22.4934	-0.0005	0.003	-0.0021
O	2.0561	5.7085	22.5295	0.0034	0.0008	-0.0032

Results
free energy: -135737.585 eV
free energy less fixed offsets of O -568.88, Si -635.61 eV per atom: -2.255 eV

The program warned: the cutoff lies below the one the program advises for these potential files; the forces do not sum to zero within the program's tolerance; the exchange-correlation potential is rough where the density is thin.
